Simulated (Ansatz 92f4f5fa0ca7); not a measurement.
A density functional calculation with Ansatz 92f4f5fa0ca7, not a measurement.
Periodic cell of 210 atoms, Si128O78P4, from a study of silicon, its oxide and their interface. The atomic structure is a simulated model.
Doubt: the cutoff is far below the 930 eV that the study's wrapper takes by default for these files, so forces and energies are approximate.
This geometry differs little from another in the collection (a relaxation step or a small displacement).

Settings
functional: PBE
potential files: Ansatz PAW
basis: plane waves
wave-function cutoff: 580 eV
density cutoff ratio: 5
exchange-correlation grid ratio: 1
k mesh: 1 x 1 x 1, Gamma-centred
self-consistency stop: 5e-08 eV per atom in the density residual
occupations: fixed
spin: none
net charge: 0

Cell vectors (angstrom)
a 10.938 0 0
b 0 10.938 0
c 0 0 31.3296

Atoms and the computed forces on them: element, x, y, z (angstrom), force x, y, z (eV/angstrom)
P 10.3458 0.5545 23.9148 -0.0018 0.0005 -0.0004
Si 5.7734 10.6692 23.9166 0.0002 0.0032 0.0027
Si 2.2089 3.021 23.8983 0.0019 -0.0004 -0.0011
P 8.6951 2.2024 23.9323 0.0041 -0.0019 0.0026
Si 0.3252 4.8918 23.8688 0.0054 0.0085 -0.0009
Si 4.9152 5.9343 24.0305 -0.0016 0.004 0.0005
Si 3.2186 7.6648 23.8773 0.0031 -0.0023 0.0014
Si 7.58 8.8134 23.8309 -0.0011 0.0012 0.0015
Si 1.1572 1.3789 25.2323 -0.0023 -0.0024 -0.0046
Si 6.9328 1.3551 25.2125 -0.0021 0.0037 -0.007
Si 3.9686 4.0927 25.1774 0.0006 0.0005 -0.0041
Si 9.5747 3.9393 25.2276 -0.0059 -0.0046 -0.0053
Si 1.3423 6.7513 25.0595 -0.0024 -0.002 -0.0048
Si 6.7679 6.9357 25.1328 -0.0014 -0.0043 -0.0029
Si 4.0864 9.53 25.1406 0.0014 0.0004 -0.0044
Si 9.4443 9.7027 25.1162 0.0036 -0.0003 -0.0067
Si 2.686 -0.0016 26.4769 0.0047 0.0003 0.0016
Si 8.1812 0.0004 26.6307 -0.0067 -0.0059 0.0129
Si -0.0176 2.7457 26.6743 0.0037 0.0031 0.0184
Si 5.4634 2.7527 26.4884 -0.0045 -0.0038 0.0011
Si 2.6837 5.489 26.576 0.0022 0.0032 0.0086
Si 8.1828 5.4792 26.4597 0.0002 0.0059 0.0034
Si -0.0311 8.2245 26.4175 0.0008 -0.0039 0.0022
Si 5.4417 8.2293 26.5914 -0.0015 -0.0015 0.0089
Si 4.1018 1.3673 27.9114 -0.0718 -0.0643 -0.6056
Si 9.5708 1.3673 27.9114 -0.1674 -0.1844 0.783
Si 1.3673 4.1018 27.9114 0.1089 0.2762 0.6666
Si 6.8362 4.1018 27.9114 -0.1033 0.1908 -0.473
Si 4.1018 6.8362 27.9114 -0.1513 -0.0263 0.2235
Si 9.5708 6.8362 27.9114 -0.0055 0.0528 -0.7591
Si 1.3673 9.5708 27.9114 -0.2076 -0.154 -0.5907
Si 6.8362 9.5708 27.9114 -0.2594 -0.1403 0.5538
Si 0 0 29.2786 -0.1055 -0.0051 0.0322
Si 5.469 0 29.2786 0.0329 -0.1074 0.0201
Si 2.7345 2.7345 29.2786 0.0051 0.0698 0.0131
Si 8.2035 2.7345 29.2786 0.0532 -0.1003 0.021
Si 0 5.469 29.2786 0.0777 -0.0475 0.024
Si 5.469 5.469 29.2786 -0.0349 0.0096 0.0146
Si 2.7345 8.2035 29.2786 0.0182 -0.1086 0.0197
Si 8.2035 8.2035 29.2786 -0.0765 -0.0046 0.0027
Si 1.3673 1.3673 30.6459 0.0282 -0.0578 -0.0215
Si 6.8362 1.3673 30.6459 -0.0867 0.1011 0.0139
Si 4.1018 4.1018 30.6459 0.0639 -0.0134 -0.0059
Si 9.5708 4.1018 30.6459 -0.0707 0.0775 0.0112
Si 1.3673 6.8362 30.6459 -0.0593 0.0489 0.0273
Si 6.8362 6.8362 30.6459 0.0253 -0.0143 -0.0196
Si 4.1018 9.5708 30.6459 -0.028 0.0799 0.0188
Si 9.5708 9.5708 30.6459 0.0787 -0.0305 -0.0158
Si 2.7345 0 0.6835 -0.0478 0.0004 0.0212
Si 8.2035 0 0.6835 0.0484 -0.0756 -0.0187
Si 0 2.7345 0.6835 0.052 -0.0578 -0.0276
Si 5.469 2.7345 0.6835 -0.0088 0.0244 0.0134
Si 2.7345 5.469 0.6835 0.0549 -0.0616 -0.0045
Si 8.2035 5.469 0.6835 -0.065 0.0113 0.0232
Si 0 8.2035 0.6835 -0.0623 0.0678 0.0157
Si 5.469 8.2035 0.6835 0.0794 -0.1035 -0.0196
Si 4.1018 1.3673 2.0507 0.1069 0.033 -0.0073
Si 9.5708 1.3673 2.0507 -0.0125 0.131 -0.0229
Si 1.3673 4.1018 2.0507 -0.1116 0.0305 -0.0151
Si 6.8362 4.1018 2.0507 0.0063 -0.055 -0.0261
Si 4.1018 6.8362 2.0507 -0.0021 0.1187 -0.0114
Si 9.5708 6.8362 2.0507 0.0489 -0.0224 -0.0191
Si 1.3673 9.5708 2.0507 0.0333 -0.0194 -0.0247
Si 6.8362 9.5708 2.0507 -0.0389 0.0789 -0.0122
Si 0 0 3.418 0.3779 0.2096 0.5251
Si 5.469 0 3.418 0.2141 0.1599 -0.4761
Si 2.7345 2.7345 3.418 0.063 -0.0534 0.8739
Si 8.2035 2.7345 3.418 0.1204 0.0196 -0.4335
Si 0 5.469 3.418 -0.0766 -0.1489 -0.6504
Si 5.469 5.469 3.418 -0.0718 -0.3079 0.4384
Si 2.7345 8.2035 3.418 0.1185 0.1079 -0.56
Si 8.2035 8.2035 3.418 0.0995 0.053 0.5279
Si 1.4163 1.3483 4.9317 0.0006 0.0056 -0.0027
Si 6.8726 1.3478 4.731 0.0011 -0.0001 -0.0088
Si 4.1112 4.0917 4.9044 -0.0017 -0.0065 -0.0036
Si 9.6018 4.0912 4.7271 -0.0019 -0.001 -0.008
Si 1.4183 6.7821 4.6852 -0.0069 -0.0059 -0.0133
Si 6.8319 6.8071 4.8128 0.0046 0.0062 -0.0005
Si 4.0961 9.6021 4.7151 0.0112 0.0105 -0.0212
Si 9.6389 9.5691 4.8275 -0.006 -0.0039 -0.0002
Si 2.8864 -0.11 6.3172 -0.0031 -0.0061 0.0061
Si 8.2741 0.064 6.1443 0.0021 0.0038 0.002
Si 0.0325 2.8662 6.2199 -0.0004 -0.0017 0.0032
Si 5.5521 2.6298 6.211 0.0023 0.0046 0.0018
Si 2.7108 5.5929 6.231 0.0045 0.0033 0.0068
Si 8.2846 5.4497 6.1267 -0.0015 -0.0023 0.0022
Si 0.2212 8.1921 6.0641 0.0032 0.0046 0.0031
Si 5.3548 8.1905 6.0536 -0.002 -0.0052 0.0034
Si 4.9196 0.6903 7.5217 -0.0018 0.0034 -0.0024
Si 9.133 1.9568 7.4015 -0.0034 0.0039 -0.0016
Si 0.8773 4.7191 7.5492 -0.0017 -0.0027 -0.0041
Si 7.3655 3.6431 7.3688 0.0034 -0.0059 -0.0011
P 3.6295 7.3865 7.4192 -0.0022 0.0004 -0.0023
Si 10.0459 6.5368 7.3161 0.0002 -0.0001 0
P 1.9475 8.9989 7.4362 -0.0005 0.0009 0.0012
Si 6.5769 9.8069 7.2515 0.0001 -0.0048 -0.0022
O 7.0095 4.0024 8.9616 -0.0012 0.0036 0.0034
O 9.5837 1.8059 9.003 -0.0008 -0.0024 0.0049
O 5.0547 1.0622 9.1473 0.0009 0.0006 0.0025
O 7.2663 9.1166 8.6115 -0.0016 0.0018 -0.0031
O 9.419 7.3565 8.6343 0.0018 0.0003 -0.0031
O 1.2654 4.2392 9.103 0.0011 0.0011 0.0002
O 10.3409 5.39 22.556 0.0003 -0.0017 -0.0008
O 2.8028 2.136 22.5915 -0.0018 0.001 0.0013
O 2.992 7.8632 22.2313 -0.0004 0.0014 -0.0024
O 5.2338 5.5492 22.4509 0.0004 -0.0025 -0.0028
O 5.0202 0.4623 22.5986 0.0024 -0.0004 0.0013
O 7.9756 8.2525 22.3244 0.0001 -0.0007 -0.0002
Si 4.521 8.2042 14.485 0.0001 -0.0003 -0.0006
Si 4.1791 1.6444 21.8325 0.0009 0.0001 0.0003
Si 3.9527 1.43 15.3212 -0.0006 0.0002 -0.0004
Si 5.8619 1.2175 10.5563 0.0019 -0.0006 0.0007
Si 8.0243 7.8651 9.3292 -0.0009 -0.0008 0.0021
Si 7.2959 1.534 14.6664 0 -0.0011 -0.0005
Si 5.8334 7.8369 19.066 -0.0005 -0.0004 -0.0002
Si 8.5747 10.592 18.8729 -0.0001 -0.0013 -0.0007
Si 5.0329 4.5257 21.2157 -0.0011 0.002 0.0035
Si 10.5622 2.8452 12.6638 -0.0009 -0.0008 -0.0011
Si 1.1398 5.0241 16.9542 0.0006 -0.0004 0
Si 3.2436 8.2975 20.6819 0 -0.0009 0.0016
Si 4.6104 9.8773 17.1163 -0.0001 0.0004 -0.0007
Si 9.3363 4.5037 18.4542 0.0003 0.0003 0.0002
Si 8.4352 8.2331 20.7708 -0.0001 0.0006 0
Si 6.5036 4.9936 18.671 -0.0007 -0.0002 -0.0005
Si 1.0101 2.27 15.5081 0.0005 0.0006 0.0001
Si 2.8577 0.062 19.5245 -0.0002 0.0003 0.0001
Si 4.6074 3.9902 11.5458 0.0023 0.0019 -0.0006
Si 0.3959 9.3448 15.8678 0.0004 -0.0003 -0.0001
Si 9.136 1.075 10.3865 0.0019 0.0018 -0.0045
Si 9.2349 10.4913 14.2141 -0.0003 0.0003 -0.0012
Si 6.7926 5.1605 10.09 0.0013 -0.0035 -0.0035
Si 7.452 2.2527 17.8089 -0.0001 0.0003 -0.0003
Si 8.7743 5.2258 12.5625 -0.0007 -0.0006 -0.0014
Si 0.4113 0.5651 17.9058 0.0001 0 -0.0006
Si 2.3907 5.6306 19.7145 -0.0004 -0.0002 0.0015
Si 5.0697 10.8906 13.1533 0.0001 -0.0002 -0.0004
Si 10.4284 5.7514 20.9704 0.0017 -0.001 0.0014
Si 1.6074 4.4727 10.6829 -0.0011 0.0004 0.0009
Si 9.6597 9.2502 11.3275 -0.0018 -0.0003 -0.0007
Si 6.9932 6.4721 14.8989 -0.0002 0.0005 -0.0003
Si 1.8602 7.1381 14.7149 0.0006 -0.0001 -0.0003
Si 8.6127 8.5784 16.3564 -0.0002 0.0002 -0.0008
Si 0.3945 6.8632 11.946 -0.0001 -0.0005 0.0014
Si 5.5298 3.8558 14.4891 -0.0006 0.0007 0.0003
O 9.8133 1.7498 11.7082 0.0008 0.0007 0.001
O 3.0787 3.8934 11.04 -0.0003 0 0.0004
O 4.2498 8.7574 15.9968 0.0002 -0.0002 -0.0002
O 0.1311 8.4122 11.4665 0.0005 0.0003 -0.0022
O 9.9996 0.4067 18.7655 0.0004 0.0002 -0.0002
O 0.8722 6.7316 13.4979 -0.0009 0.0004 -0.0013
O 0.6303 3.6301 11.6612 0.0004 -0.0003 -0.0004
O 8.6194 9.8038 20.3106 0.0005 0.0006 -0.0001
O 9.7114 4.6115 20.0407 -0.0002 0.0001 -0.0009
O 3.5243 10.2676 18.2397 0 0 -0.0005
O 3.4074 7.0388 14.2127 0 0.0002 -0.0001
O 8.417 8.3181 10.8385 0.0008 0.0005 -0.0002
O 3.6175 4.8255 20.4353 0.0004 0 -0.0014
O 4.776 0.3682 16.2892 0.0004 -0.0001 -0.0003
O 9.7617 7.24 20.6701 0.0001 -0.0001 -0.0005
O 7.4922 1.0865 10.4484 -0.0013 0 0.0002
O 4.8391 8.2851 20.3001 0.0002 0 -0.0017
O 3.9911 1.0411 13.7237 -0.0001 -0.0001 0
O 5.1132 2.9748 21.7095 0.0005 -0.0005 -0.0017
O 4.4586 9.4116 13.4062 0.0002 0.0007 -0.0009
O 2.1365 4.9559 18.2502 0 0.0003 -0.0006
O 8.0113 5.4224 18.2269 0.0002 -0.0005 -0.0003
O 5.2718 5.1877 10.6628 -0.001 -0.0017 0.0004
O 6.8081 2.9427 14.0112 0 0.0002 -0.0002
O 0.0953 1.655 16.7214 -0.0003 0 -0.0001
O 1.652 8.704 15.0998 0.0002 -0.0001 -0.0003
O 7.297 1.7 16.2835 -0.0001 -0.0001 -0.0006
O 5.9806 7.5535 14.2589 0.0003 -0.0003 -0.0004
O 9.4612 3.9091 13.2288 -0.0001 0.0002 -0.0005
O 5.3319 0.0427 11.5595 -0.0002 0.0012 -0.001
O 1.4695 6.086 10.9913 0.0011 0.0007 -0.001
O 2.6502 7.2369 19.5833 0.0003 -0.0002 -0.0012
O 6.4142 0.3064 14.0237 -0.0001 0.0003 -0.0003
O 7.7555 4.8245 11.3626 -0.0003 0.0005 0.0017
O 9.777 10.5023 10.2899 0.0009 -0.0002 -0.0008
O 4.7131 4.3158 13.1507 -0.0002 -0.0005 -0.0011
O 1.075 5.5852 20.6576 -0.001 -0.0001 -0.0009
O 6.1211 5.1407 15.3307 -0.0001 -0.0006 -0.0006
O 1.3429 3.8051 15.9104 0 -0.0006 -0.0012
O 5.5611 6.3419 18.3496 0.0001 0.0004 0.0005
O 2.3826 1.4077 15.6839 0.0001 0.0001 -0.0004
O 7.4365 0.8609 18.7307 -0.0001 0.0003 -0.0006
O 7.0029 6.6075 9.3885 0.0002 0.0022 -0.0001
O 6.3283 4.7767 20.2735 0.0006 0.0002 -0.0015
O 8.2285 9.6164 15.1575 0.001 0.0002 -0.0009
O 5.4386 2.6291 11.2375 -0.0003 -0.0007 0
O 7.283 7.6549 19.7798 0.0004 -0.0007 -0.0004
O 10.537 5.0551 17.5017 0 -0.0001 -0.0005
O 8.8037 1.1257 14.2212 0.0004 0.0001 -0.0002
O 6.3024 3.4352 18.0672 0.0004 0.0001 -0.0004
O 4.5835 2.9414 15.4724 0.0007 0 -0.0011
O -0.2031 10.4498 14.8304 -0.0003 0.0003 -0.0003
O 1.59 0.9385 18.9758 0 -0.0001 -0.0003
O 8.0786 6.0625 13.7659 0.0005 -0.0002 -0.0001
O 3.8192 1.0993 20.3324 0.0001 -0.0001 -0.0014
O 8.4443 9.4087 17.7439 0.0003 0.0007 -0.0002
O 8.9036 2.9777 18.0686 0.0002 0.0002 -0.0004
O 2.502 9.7516 20.528 -0.0003 0.0004 -0.0006
O 1.5339 6.3223 16.0724 -0.0001 0.0008 -0.0008
O 9.9005 6.1242 11.8332 0.0009 0 0.0003
O 7.7337 7.2152 16.1647 0.0002 0.0002 -0.0001
O 5.7866 9.0777 17.9698 0.0001 -0.0003 -0.0007
O 0.8357 10.07 17.2428 0 0.0001 0.0003
O 10.2016 8.1993 16.1912 0.0001 0 -0.0003
O 0.4348 2.2482 13.9701 0 -0.0004 -0.0008
O 9.1993 9.8392 12.7545 0.0002 0.0008 0.0008

Results
free energy: -128753.389 eV
free energy less fixed offsets of O -568.88, P -755.39, Si -635.61 eV per atom: -1.109 eV

The program warned: the cutoff lies below the one the program advises for these potential files; the forces do not sum to zero within the program's tolerance; the exchange-correlation potential is rough where the density is thin.
